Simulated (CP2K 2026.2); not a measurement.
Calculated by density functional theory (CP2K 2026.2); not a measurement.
Periodic cell of 505 atoms, Si360O145, from a study of silicon, its oxide and their interface. The atomic structure is a simulated model.
Doubt: the forces sum to 1.55 eV/angstrom along one axis rather than to zero, so they err by at least 0.0031 eV/angstrom per atom on average; the grid cutoff is modest.

Settings
functional: PBE
method: Gaussian and plane waves
basis set: DZVP-MOLOPT-SR-GTH
pseudopotentials: GTH-PBE
grid cutoff: 350 Ry, relative cutoff 50 Ry
k points: Gamma only
occupations: fixed
spin: none
net charge: 0

Cell vectors (angstrom)
a	16.32	0	0
b	0	16.32	0
c	-3.2397	2.0666	33.8093

Atoms and the computed forces on them: element, x, y, z (angstrom), force x, y, z (eV/angstrom)
Si	15.636	16.236	1.035	0.484	0.205	0.417
Si	0.148	7.085	33.088	0.017	0.051	-0.001
Si	3.218	2.3	0.67	-0.232	-0.147	0.603
Si	-0.332	9.928	33.625	-0.001	0.075	0.078
Si	7.195	11.823	31.906	0.045	-0.004	0.127
Si	-2.733	17.359	32.368	0.05	0.104	0.001
Si	4.652	15.637	24.856	-0.298	-0.35	-0.489
Si	5.949	1.055	1.234	-0.339	-0.493	0.449
Si	6.238	5.655	0.188	-0.2	0.159	0.733
Si	8.112	8.411	29.903	0.101	-0.007	0.088
Si	5.703	10.865	0.7	-0.271	-0.201	0.523
Si	7.68	13.218	0.876	0.373	0.408	0.623
Si	3.962	17.595	32.914	0.048	0.042	0.034
Si	13.775	2.198	0.937	-0.047	0.383	0.573
Si	5.904	6.925	33.722	0.109	-0.232	0.402
Si	12.533	7.557	1.323	0.389	0.189	0.306
Si	9.705	7.947	0.544	-0.027	-0.013	0.133
Si	14.274	13.627	0.946	-0.589	-0.168	0.582
Si	0.555	0.551	2.881	0.01	0.017	0.039
Si	2.27	2.183	2.811	-0.005	-0.015	-0.012
Si	15.671	4.906	2.713	-0.018	-0.14	0.51
Si	3.072	8.711	2.755	0.266	0.01	0.498
Si	15.743	10.304	2.796	-0.053	-0.023	0.02
Si	3.329	14.173	2.761	0.137	0.184	0.571
Si	5.048	15.932	2.879	0.036	-0.016	-0.059
Si	8.152	2.705	2.912	0.231	0.345	0.404
Si	6.047	5.995	2.587	0.091	0.007	-0.042
Si	7.796	7.724	2.865	-0.214	-0.256	0.474
Si	4.849	10.33	2.791	-0.029	-0.053	0.038
Si	8.604	14.183	2.826	0.017	-0.01	-0.033
Si	10.355	15.966	2.893	-0.17	-0.333	0.387
Si	14.055	3.151	3.033	0.042	-0.033	-0.044
Si	11.105	5.268	2.831	-0.335	-0.197	0.33
Si	13.971	8.588	2.868	0.039	0.013	-0.033
Si	11.308	11.444	2.86	0.227	0.111	0.526
Si	13.065	13.104	2.862	-0.058	-0.036	0.009
Si	15.116	1.429	4.2	-0.031	-0.01	0.014
Si	1.261	4.038	3.913	0.033	0.003	-0.041
Si	14.948	6.773	4.043	-0.055	0.015	-0.003
Si	1.287	9.521	4.059	-0.043	0.037	0.031
Si	14.844	12.123	4.086	0.025	0.001	-0.042
Si	1.486	15.034	4.03	-0.009	-0.039	-0.032
Si	3.994	1.282	4.165	0.001	-0.006	0.014
Si	6.809	4.224	4.038	-0.057	-0.044	-0.017
Si	4.161	6.87	3.837	-0.031	0.016	-0.046
Si	6.698	9.461	4.038	0.022	0.047	-0.052
Si	4.076	12.247	3.981	0.023	0.013	0.002
Si	6.805	14.986	4.139	-0.015	-0.021	0.004
Si	9.425	1.3	4.283	0.006	0.03	-0.06
Si	12.337	4.041	4.324	-0.015	0.014	0.006
Si	9.574	6.689	4.054	0.06	0.028	-0.039
Si	12.268	9.642	4.11	-0.03	0.013	-0.045
Si	9.551	12.403	4.106	-0.025	-0.015	-0.058
Si	12.151	14.926	4.061	0.019	0.028	-0.06
Si	13.623	16.307	5.341	-0.046	0.001	-0.012
Si	0.073	2.79	5.567	0.02	0.023	-0.028
Si	13.617	5.531	5.562	0.062	-0.046	0.031
Si	0.054	8.058	5.429	-0.019	0.021	-0.031
Si	13.584	10.873	5.6	-0.013	0.038	-0.016
Si	0.005	13.594	5.265	0.034	-0.017	0.011
Si	2.725	16.281	5.6	-0.003	0.005	-0.04
Si	5.403	2.779	5.341	0.027	0.051	0.005
Si	2.739	5.445	5.181	0.016	-0.015	-0.024
Si	5.399	8.126	5.447	-0.011	-0.022	-0.028
Si	2.618	10.983	5.381	0.023	-0.025	-0.038
Si	5.501	13.494	5.422	-0.017	0.054	0.008
Si	8.042	16.332	5.615	-0.001	-0.044	-0.001
Si	10.901	2.643	5.528	-0.03	0.013	-0.003
Si	8.23	5.4	5.496	-0.038	-0.013	-0.034
Si	10.878	8.183	5.353	-0.001	-0.028	0.036
Si	8.131	10.901	5.303	0.017	0.004	-0.002
Si	10.867	13.656	5.584	0.007	0.001	-0.043
Si	14.975	14.937	6.702	0.003	-0.008	0.006
Si	1.386	1.376	6.897	-0.015	0	-0.011
Si	14.994	4.136	6.87	-0.009	0.019	0.01
Si	1.441	6.739	6.735	0.026	-0.037	0.013
Si	14.995	9.449	6.809	-0.022	-0.008	-0.029
Si	1.304	12.295	6.772	-0.03	0.021	0.038
Si	4.134	14.881	6.817	0.014	0.007	-0.012
Si	6.707	1.446	6.839	-0.001	0.008	-0.004
Si	4.04	4.119	6.691	-0.03	-0.027	0.028
Si	6.809	6.793	6.789	0.012	-0.025	-0.01
Si	4.015	9.551	6.723	0.021	0.026	-0.029
Si	6.83	12.18	6.803	0.008	0.002	0.006
Si	9.469	14.98	6.908	0.022	-0.015	-0.005
Si	12.297	1.294	6.814	0.003	0.02	0.018
Si	9.545	4.034	6.861	-0.013	0.021	0.009
Si	12.21	6.879	6.83	-0.035	0.006	0.001
Si	9.493	9.54	6.701	0.011	0.001	0.009
Si	12.229	12.263	6.898	-0.007	0.039	0.005
Si	-0.026	16.303	8.144	-0.036	-0.015	-0.02
Si	2.758	2.761	8.169	0.028	0.031	-0.003
Si	0.064	5.465	8.181	0.013	-0.028	0.017
Si	2.721	8.161	8.114	0.003	-0.01	-0.005
Si	0.001	10.873	8.136	0.015	0.032	0.004
Si	2.71	13.585	8.161	0.009	-0.007	0
Si	5.418	16.319	8.176	-0.007	0.001	-0.003
Si	8.139	2.721	8.201	-0.002	0.008	0.011
Si	5.423	5.434	8.112	-0.032	-0.037	-0.012
Si	8.158	8.183	8.119	0.011	0.035	-0.01
Si	5.413	10.85	8.125	0.008	0.018	-0.004
Si	8.138	13.563	8.202	-0.005	-0.01	0.018
Si	10.893	16.322	8.203	-0.009	0.004	0.002
Si	13.618	2.72	8.162	-0.006	-0.003	0.003
Si	10.883	5.458	8.169	0.008	0.007	0.005
Si	13.605	8.17	8.2	-0.004	-0.018	-0.004
Si	10.838	10.864	8.155	-0.026	-0.029	-0.008
Si	13.636	13.626	8.166	0.026	0.021	-0.006
Si	-1.338	1.358	14.971	0.012	-0.04	-0.011
Si	1.359	4.097	14.97	-0.006	-0.005	0.006
Si	-1.366	6.812	14.95	-0.016	0.007	-0.005
Si	1.357	9.525	14.964	0.003	-0.008	-0.01
Si	-1.366	12.217	14.947	0.021	-0.004	-0.004
Si	1.331	14.956	14.954	-0.027	0.035	-0.009
Si	4.092	1.357	14.932	0.015	-0.023	-0.004
Si	6.806	4.101	14.943	-0.016	0.005	-0.013
Si	4.07	6.789	14.978	0	-0.006	-0.008
Si	6.79	9.511	14.974	0.018	0.008	0.004
Si	4.062	12.233	14.971	-0.004	0.008	0.006
Si	6.795	14.956	14.947	0.007	-0.003	-0.007
Si	9.511	1.367	14.938	-0.016	0.032	-0.004
Si	12.249	4.084	14.959	0.014	-0.019	0.003
Si	9.531	6.805	14.964	0.004	-0.002	0.006
Si	12.229	9.525	14.968	-0.027	0.02	-0.01
Si	9.537	12.217	14.964	0.02	-0.031	-0.009
Si	12.24	14.958	14.952	0	0.016	0.012
Si	13.617	16.303	16.307	0.009	0.019	0.004
Si	0.011	2.737	16.338	-0.005	-0.004	-0.001
Si	13.606	5.455	16.32	0	-0.002	-0.008
Si	-0.015	8.172	16.315	0.001	0.001	-0.002
Si	13.594	10.881	16.33	0.005	-0.01	-0.008
Si	-0.026	13.575	16.307	-0.008	-0.001	-0.003
Si	2.706	16.331	16.275	0.004	-0.029	-0.002
Si	5.453	2.727	16.28	0.014	0.019	-0.001
Si	2.702	5.447	16.358	0.019	0.011	0.002
Si	5.426	8.148	16.334	-0.015	-0.019	0.001
Si	2.699	10.88	16.347	-0.006	0.004	0.005
Si	5.433	13.601	16.309	0.007	0.014	-0.004
Si	8.156	16.324	16.297	-0.014	-0.001	-0.014
Si	10.875	2.717	16.297	-0.003	-0.016	-0.002
Si	8.167	5.449	16.315	-0.019	-0.01	-0.001
Si	10.881	8.164	16.339	0.02	0.005	0.005
Si	8.182	10.849	16.323	-0.001	0.024	0.001
Si	10.905	13.58	16.32	-0.012	0.002	-0.008
Si	-1.403	14.891	17.683	-0.032	-0.007	0.007
Si	1.402	1.38	17.675	0.034	0.022	0.015
Si	-1.354	4.108	17.692	-0.008	-0.007	-0.014
Si	1.312	6.82	17.704	0	0.014	0.003
Si	-1.375	9.517	17.689	-0.024	0.007	0.002
Si	1.326	12.253	17.699	-0.017	0.003	0
Si	4.034	14.964	17.636	-0.005	0.033	-0.02
Si	6.813	1.39	17.649	-0.005	-0.009	0.019
Si	4.088	4.049	17.662	-0.012	-0.025	0.013
Si	6.81	6.801	17.688	0.034	0.001	0
Si	4.045	9.488	17.695	0.012	0.031	-0.012
Si	6.817	12.229	17.635	-0.001	-0.023	-0.014
Si	9.522	14.947	17.632	0.019	-0.012	0.008
Si	12.255	1.357	17.631	-0.01	-0.016	-0.014
Si	9.533	4.09	17.664	0.032	-0.019	-0.008
Si	12.254	6.811	17.691	0.001	0.008	-0.006
Si	9.525	9.499	17.731	-0.038	-0.012	0.012
Si	12.278	12.254	17.723	0.01	0.026	0.02
Si	0.013	16.272	18.906	0.007	0.014	-0.017
Si	2.756	2.735	19.099	-0.007	-0.024	-0.015
Si	-0.011	5.453	19.101	-0.032	-0.023	0.028
Si	2.635	8.185	19.084	0.022	-0.009	0.035
Si	-0.083	10.928	19.055	-0.028	0.028	-0.028
Si	2.713	13.604	19.039	-0.004	0.011	0.045
Si	5.336	16.413	18.936	-0.02	-0.009	-0.03
Si	8.245	2.679	19.025	-0.047	0.025	0.022
Si	5.469	5.387	18.995	-0.016	-0.011	-0.009
Si	8.149	8.134	19.111	0.045	0.019	-0.018
Si	5.476	10.843	18.971	0.028	-0.006	-0.019
Si	8.136	13.622	18.988	0.028	0.005	0.007
Si	10.974	16.227	18.962	0.044	-0.018	-0.049
Si	13.538	2.778	18.993	0.009	-0.031	0.009
Si	10.862	5.475	19.032	-0.001	0.033	-0.011
Si	13.639	8.128	19.07	0.001	-0.017	0.006
Si	10.915	10.884	19.045	0.044	-0.027	-0.026
Si	13.599	13.584	19.201	-0.013	0.007	-0.012
Si	-1.394	1.305	20.145	-0.056	-0.011	0.007
Si	1.39	4.107	20.443	0.025	0.044	-0.012
Si	-1.378	6.769	20.522	-0.042	0.007	0.025
Si	1.24	9.62	20.432	0.026	-0.014	0.04
Si	-1.352	12.216	20.597	0.026	-0.028	0.009
Si	1.334	15.006	20.365	-0.005	0.018	0.016
Si	4.103	1.38	20.503	0.01	-0.019	-0.025
Si	6.865	4.036	20.359	0.035	-0.006	0.035
Si	4.036	6.716	20.294	0.005	-0.016	0.04
Si	6.78	9.533	20.428	-0.027	0.009	-0.038
Si	4.126	12.179	20.303	0.002	0.083	0.022
Si	6.681	15.047	20.193	-0.02	-0.007	0.017
Si	9.71	1.281	20.287	0.036	0.041	0.01
Si	12.193	4.15	20.412	0.019	-0.035	0.037
Si	9.525	6.772	20.482	-0.015	-0.013	-0.002
Si	12.295	9.51	20.395	-0.012	0.043	0.012
Si	9.538	12.282	20.338	0.018	0.011	0.012
Si	12.188	14.948	20.554	-0.033	-0.005	-0.009
Si	13.663	16.404	21.689	0.017	-0.043	0.053
Si	-0.098	2.647	21.497	0.013	-0.001	0.001
Si	13.479	5.467	21.919	0.019	0.015	0.019
Si	-0.044	8.206	21.857	-0.022	-0.004	-0.009
Si	13.552	10.809	21.939	-0.006	0.004	0.074
Si	0.118	13.626	21.858	-0.002	0.003	0.063
Si	2.631	16.369	21.808	-0.043	0.052	0.065
Si	5.607	2.677	21.823	-0.009	-0.007	0.022
Si	2.777	5.431	21.858	-0.009	-0.023	0.068
Si	5.334	8.111	21.629	0.052	-0.014	0.052
Si	2.733	10.931	21.727	0.02	0.018	-0.017
Si	5.372	13.693	21.589	-0.065	-0.002	-0.05
Si	8.195	16.276	21.446	-0.028	-0.116	-0.055
Si	10.977	2.658	21.763	0.031	-0.026	-0.025
Si	8.214	5.319	21.822	0.005	0.006	0.093
Si	10.873	8.229	21.76	0.011	-0.018	0.049
Si	8.161	10.97	21.699	0.008	-0.068	0.026
Si	10.779	13.549	21.944	0.01	0.027	0.09
Si	-1.133	15.233	23.026	-0.088	-0.153	-0.766
Si	0.929	17.541	23.04	0.298	0.053	-0.737
Si	-1.707	3.627	22.853	-0.375	-0.06	-0.477
Si	1.832	7.326	22.974	0.158	0.09	-0.582
Si	-1.672	9.168	23.329	0.145	0.243	-0.823
Si	2.036	12.81	23.045	0.053	0.018	0.037
Si	5.895	13.158	27.487	0.043	-0.034	-0.025
Si	7.554	1.71	22.855	-0.063	0.322	-0.446
Si	4.462	4.265	23.125	-0.18	-0.143	-0.807
Si	6.539	6.572	22.911	0.139	-0.002	-0.764
Si	3.547	9.021	22.867	-0.018	-0.029	0.036
Si	7.137	12.779	22.79	-0.02	-0.012	-0.002
Si	8.795	14.507	22.893	0.042	-0.031	-0.009
Si	12.905	1.917	22.977	0.017	0.094	-0.019
Si	9.183	3.473	23.054	-0.053	-0.008	0.08
Si	12.256	7.08	23.281	-0.117	-0.243	-0.718
Si	9.908	10.005	22.955	0.114	0.29	-0.578
Si	11.673	11.665	23.129	-0.113	-0.029	-0.706
Si	12.749	12.146	26.117	-0.055	-0.097	-0.252
Si	9.882	3.627	1.674	0.004	-0.053	-0.055
Si	-1.121	7.478	30.19	-0.086	0.029	0.072
Si	8.707	10.024	25.784	0.007	-0.057	-0.262
Si	-0.741	10.687	25.948	-0.03	-0.113	-0.06
Si	10.057	8.603	32.38	0.046	-0.061	-0.025
Si	3.675	14.607	22.956	0.032	-0.019	0.092
Si	9.906	3.2	25.337	-0.249	0.155	-0.774
Si	2.088	13.205	0.076	0.096	-0.068	0.003
Si	-0.457	2.857	31.836	0.034	-0.012	0.076
Si	-1.252	11.266	31.157	0.068	0.026	0.008
Si	10.428	6.153	25.845	-0.048	0.167	-0.167
Si	1.238	15.105	29.538	0.144	-0.048	-0.077
Si	3.196	9.989	29.923	-0.031	0.079	-0.01
Si	12.424	7.817	30.981	-0.068	0.023	0.111
Si	3.234	14.205	27.259	-0.02	-0.01	-0.079
Si	1.972	6.055	25.683	-0.031	0.089	-0.053
Si	10.852	7.738	28.517	-0.098	-0.051	0.107
Si	12.585	15.427	30.339	0.027	-0.052	0.081
Si	6.49	11.908	24.827	0.155	0.261	-0.591
Si	10.825	1.78	0.624	-0.304	0.467	0.463
Si	12.53	17.83	25.248	0.288	0.216	-0.595
Si	1.947	12.105	25.27	0.225	0.222	-0.648
Si	7.763	15.679	27.522	0.038	-0.009	-0.048
Si	0.405	3.384	25.099	-0.109	-0.04	-0.17
Si	0.287	9.794	28.821	0.062	0.078	0.054
Si	10.907	10.575	27.986	0.012	0.034	-0.04
Si	3.649	7.051	29.662	0.064	0.009	-0.128
Si	-1.084	4.583	29.414	-0.027	-0.043	0.042
Si	1.667	5.441	28.402	-0.019	-0.004	0
Si	3.485	3.036	28.247	0.127	-0.043	0.034
Si	6.112	10.879	29.355	-0.068	-0.15	0.071
Si	4.585	2.364	25.5	0.012	-0.057	-0.054
Si	12.628	12.653	31.667	-0.03	0.049	-0.002
Si	16.238	11.22	0.718	-0.07	-0.286	0.622
Si	7.285	2.343	26.923	-0.008	-0.144	0.012
Si	2.062	17.902	30.56	0.06	0.037	0.105
Si	10.365	12.052	0.021	0.059	-0.094	0.208
Si	9.803	12.07	30.511	-0.011	0.207	-0.049
Si	6.811	2.101	32.272	-0.025	0.101	0.011
Si	0.549	13.723	32.062	0.065	0.058	-0.043
Si	-1.523	2.479	27.335	-0.057	-0.06	-0.14
Si	7.478	7.348	25.681	-0.001	-0.026	-0.012
Si	4.101	9.844	24.952	-0.256	-0.287	-0.616
Si	13.611	15.008	25.665	0.067	0.049	-0.181
Si	6.355	3.329	29.587	-0.09	-0.062	0.008
Si	8.923	16.295	32.753	0.03	-0.071	-0.048
Si	6.265	6.129	30.786	-0.011	0.086	0.001
Si	2.72	10.542	32.872	0.009	-0.091	0.043
Si	4.617	7.208	26.604	-0.024	-0.013	-0.104
Si	9.537	14.994	29.923	-0.033	-0.04	0.11
Si	-1.425	15.892	28.244	-0.003	0.075	0.077
Si	7.813	15.678	24.664	0.301	-0.293	-0.421
Si	11.835	6.563	33.521	0.047	0.07	0.187
Si	14.959	1.35	9.525	-0.011	-0.003	0.011
Si	1.388	4.091	9.541	-0.016	-0.012	0.012
Si	14.983	6.803	9.527	0.018	-0.001	0.009
Si	1.365	9.515	9.496	-0.013	-0.007	0.002
Si	14.973	12.235	9.512	-0.026	-0.016	0.001
Si	1.352	14.96	9.509	0.016	0.016	0.004
Si	4.076	1.367	9.533	0.003	0.006	0.008
Si	6.774	4.098	9.521	-0.002	-0.004	0.007
Si	4.084	6.808	9.486	0.033	0.019	0.002
Si	6.786	9.515	9.498	-0.021	-0.019	0
Si	4.072	12.216	9.508	-0.001	-0.004	-0.002
Si	6.787	14.958	9.531	0.02	0.009	0.004
Si	9.522	1.365	9.544	0.007	-0.015	0
Si	12.249	4.086	9.516	0.005	-0.006	0.005
Si	9.506	6.82	9.503	-0.01	-0.004	0.002
Si	12.224	9.531	9.525	0.006	0.016	0.002
Si	9.505	12.213	9.546	-0.005	0.015	0.015
Si	12.258	14.958	9.539	-0.006	0.013	0.008
Si	13.598	16.327	10.897	-0.018	0.012	-0.004
Si	0.012	2.717	10.874	0.01	-0.002	0.007
Si	13.618	5.435	10.879	0.019	-0.02	0.005
Si	0.005	8.173	10.879	-0.026	0.015	0.007
Si	13.593	10.893	10.871	-0.006	0.02	0.012
Si	0.009	13.592	10.876	0.007	-0.011	-0.006
Si	2.703	16.327	10.877	-0.013	0.034	0.008
Si	5.44	2.722	10.886	0.02	-0.033	0.003
Si	2.736	5.463	10.882	-0.013	-0.012	-0.002
Si	5.439	8.155	10.866	0.021	-0.002	0.007
Si	2.723	10.86	10.875	0.025	-0.009	0.009
Si	5.421	13.59	10.877	-0.021	0.017	-0.005
Si	8.166	16.306	10.887	0.016	-0.014	0.01
Si	10.884	2.738	10.886	-0.016	0.015	0.007
Si	8.145	5.462	10.869	-0.021	0.01	0.005
Si	10.873	8.158	10.877	0	-0.013	0.005
Si	8.133	10.864	10.889	0.002	0.004	-0.004
Si	10.884	13.585	10.879	0.02	-0.014	0.006
Si	14.962	14.954	12.235	-0.006	0.012	0.007
Si	1.361	1.367	12.246	-0.009	-0.024	0.006
Si	14.971	4.074	12.242	-0.011	-0.021	0.003
Si	1.364	6.813	12.242	0.012	0.006	-0.004
Si	14.952	9.525	12.229	0.008	-0.003	-0.002
Si	1.364	12.229	12.234	-0.004	0.002	0.005
Si	4.061	14.954	12.232	0.003	-0.004	-0.002
Si	6.806	1.36	12.232	-0.001	0.019	0.002
Si	4.08	4.088	12.24	0.013	0.01	0.002
Si	6.792	6.809	12.242	-0.009	0.004	0.004
Si	4.083	9.509	12.241	-0.007	-0.01	-0.002
Si	6.786	12.236	12.249	0.009	-0.002	0.002
Si	9.523	14.944	12.243	-0.002	0.01	0
Si	12.24	1.37	12.25	0.011	-0.004	0.008
Si	9.516	4.102	12.229	0.003	-0.007	0.004
Si	12.244	6.801	12.23	-0.002	0.006	0.003
Si	9.507	9.509	12.24	-0.005	0.004	0.006
Si	12.242	12.238	12.243	-0.003	0	0.003
Si	-0.004	16.321	13.59	0.008	0.01	-0.011
Si	2.719	2.734	13.603	0.001	0.007	-0.005
Si	0.003	5.448	13.598	0.001	0.003	-0.004
Si	2.722	8.16	13.614	0.004	0.011	0.007
Si	-0.002	10.871	13.589	-0.01	0.004	-0.01
Si	2.707	13.594	13.605	-0.003	0.001	0.004
Si	5.441	16.312	13.576	0.005	0.001	-0.011
Si	8.158	2.734	13.583	0.003	-0.017	0
Si	5.432	5.45	13.599	0.013	-0.007	-0.003
Si	8.153	8.156	13.611	-0.002	-0.01	-0.002
Si	5.43	10.874	13.612	-0.01	-0.003	-0.001
Si	8.165	13.583	13.609	0.006	0.01	-0.003
Si	10.877	16.318	13.595	-0.003	-0.003	-0.001
Si	13.613	2.718	13.612	-0.005	0.008	0.006
Si	10.887	5.447	13.597	-0.006	-0.005	0.001
Si	13.591	8.17	13.596	0.01	0.001	-0.006
Si	10.878	10.869	13.588	0.004	0.006	-0.005
Si	13.602	13.597	13.598	-0.009	-0.01	-0.001
O	15.358	14.7	1.502	0.136	-0.043	0.312
O	-0.417	5.771	33.8	-0.638	0.263	0.124
O	10.966	6.797	27.22	0.494	-0.228	0.048
O	3.308	11.752	33.765	0.591	-0.051	-0.013
O	14.187	0.646	1.105	-0.488	-0.185	0.139
O	-2.098	11.512	26.171	0.151	0.224	0.02
O	3.053	13.899	1.162	0.077	0.352	-0.35
O	7.208	1.762	1.958	0.121	-0.318	-0.322
O	9.621	6.398	0.113	-0.006	-0.118	-0.282
O	6.66	12.033	1.289	0.001	0.059	0.584
O	7.056	7.203	29.894	0.005	-0.106	-0.353
O	10.809	0.384	1.485	0.295	-0.345	-0.063
O	8.446	8.326	1.471	-0.193	0.555	-0.005
O	6.523	10.875	33.008	-0.222	-0.267	-0.046
O	5.577	17.587	32.896	0.167	-0.505	0.432
O	-1.093	4.031	30.931	-0.286	0.142	0.043
O	-1.98	14.603	24.274	-0.167	-0.636	0.254
O	8.508	15.397	26.106	0.66	-0.326	0.08
O	-2.756	15.553	29.076	-0.303	-0.185	-0.361
O	11.99	11.758	24.742	-0.085	-0.069	0.257
O	5.505	5.461	23.541	-0.051	-0.034	0.253
O	2.935	10.83	25.533	-0.251	-0.192	0.338
O	3.593	6.238	25.785	0.141	-0.18	-0.073
O	6.235	15.263	24.781	-0.163	-0.192	-0.184
O	-0.08	16.362	23.593	0.171	-0.01	0.46
O	12.331	2.219	0.23	-0.001	0.216	-0.389
O	-0.088	8.284	29.256	0.305	-0.41	-0.393
O	0.438	4.562	28.897	0.359	-0.264	-0.268
O	2.514	8.606	1.192	-0.337	0.042	-0.1
O	12.234	6.035	1.869	0.277	-0.101	-0.267
O	13.57	2.196	26.308	-0.162	0.329	0.257
O	-0.232	9.983	27.307	-0.04	-0.05	-0.158
O	8.811	15.775	28.726	0.148	0.45	-0.226
O	11.957	11.641	27.422	0.208	0.175	0.377
O	11.34	6.656	24.583	-0.194	0.183	0.007
O	-0.179	2.878	26.517	0.498	0.146	0.164
O	-0.468	12.522	31.78	-0.259	-0.032	0.176
O	2.864	6.283	0.138	-0.173	-0.023	0.587
O	7.751	8.821	26.281	-0.143	0.162	0.496
O	1.4	11.91	0.773	0.271	-0.192	0.508
O	4.439	8.722	26.064	0.252	0.243	0.313
O	7.292	3.172	28.303	0.58	0.334	-0.018
O	12.612	16.772	31.231	-0.269	0.403	0.077
O	1.484	4.57	25.268	0.333	-0.012	-0.102
O	10.775	11.168	1.315	-0.244	-0.437	-0.175
O	7.117	7.499	24.115	0.232	0.63	0.1
O	15.048	12.297	0.447	-0.218	-0.229	-0.419
O	6.821	3.534	33.028	-0.345	0.458	-0.407
O	2.359	14.931	28.396	0.199	0.124	0.063
O	12.798	13.746	26.217	-0.548	0.279	0.599
O	15.723	5.164	1.061	-0.041	0.341	-0.281
O	8.832	6.46	25.744	-0.091	-0.28	-0.135
O	11.612	9.138	28.203	0.515	-0.058	-0.198
O	4.676	6.195	30.538	-0.328	-0.248	0.425
O	6.728	14.488	27.848	-0.098	0.017	0.241
O	8.032	15.443	33.791	0.046	0.091	0.563
O	11.425	8.982	31.557	0.162	0.586	-0.235
O	11.602	7.065	29.79	-0.053	-0.414	-0.189
O	1.382	13.99	30.702	0.462	-0.389	0.054
O	6.091	2.789	25.929	0.178	0.255	-0.221
O	-1.924	3.672	28.371	-0.641	0.252	-0.175
O	6.531	11.812	28.108	0.436	-0.046	-0.307
O	4.836	2.195	0.869	0.36	0.179	0.114
O	8.827	12.489	0.008	0.061	-0.04	-0.592
O	11.058	12.433	31.441	-0.103	0.211	0.275
O	2.848	4.467	27.903	0.221	0.169	-0.253
O	10.273	11.045	29.38	-0.058	-0.108	0.299
O	-0.891	3.911	24.267	-0.051	0.385	0.406
O	-2.474	8.351	30.429	-0.017	0.411	0.008
O	13.006	14.181	31.282	0.169	0.016	0.027
O	12.772	6.814	32.222	0.64	-0.243	-0.051
O	5.454	10.68	24.638	0.153	-0.029	-0.01
O	3.309	2.54	33.66	0.086	0.419	-0.451
O	12.967	12.334	33.218	0.116	-0.779	-0.206
O	6.763	4.687	30.324	0.542	-0.054	0.025
O	-1.4	17.888	31.641	0.086	-0.193	-0.628
O	3.559	16.265	33.733	-0.396	-0.287	-0.254
O	2.962	10.825	31.296	-0.106	0.584	-0.184
O	2.303	13.26	26.346	-0.064	0.077	-0.029
O	9.518	9.515	24.478	0.247	-0.597	0.238
O	0.405	11.718	25.51	-0.245	0.298	0.036
O	7.383	13.304	32.482	0.124	0.144	-0.3
O	-0.494	10.783	29.829	0.082	0.146	-0.024
O	1.202	2.175	24.347	0.518	-0.02	0.428
O	3.404	17.619	31.41	0.318	0.001	-0.235
O	10.585	4.553	25.921	0.545	-0.088	0.148
O	-0.221	15.035	28.871	-0.14	-0.581	0.098
O	2.455	2.204	29.14	-0.037	-0.069	-0.196
O	-0.467	3.221	33.414	-0.34	-0.294	0.069
O	4.829	3.282	29.09	-0.112	0.209	0.063
O	1.054	2.543	31.371	0.311	0.166	-0.026
O	6.552	6.413	32.336	0.46	-0.242	-0.048
O	-1.597	6.112	29.458	-0.467	0.134	-0.206
O	8.796	8.521	31.376	-0.169	0.189	0.089
O	1.14	10.403	33.168	0.018	0.195	0.087
O	6.597	2.17	30.68	-0.066	-0.465	-0.27
O	7.222	9.702	29.481	-0.101	0.11	0.053
O	3.715	2.262	26.854	-0.288	-0.63	0.01
O	5.825	12.929	25.889	-0.123	0.272	-0.123
O	13.483	8.078	23.749	-0.069	0.024	0.562
O	7.871	11.348	25.448	0.165	0.091	0.158
O	4.019	3.497	24.494	-0.274	0.092	0.148
O	10.369	16.405	33.449	0.495	0.404	-0.16
O	4.284	6.795	33.677	-0.227	-0.393	-0.116
O	7.717	17.281	24.333	-0.059	0.456	0.274
O	12.563	16.222	25.477	-0.484	-0.245	-0.056
O	12.872	2.156	33.29	-0.023	0.379	-0.399
O	1.333	16.517	30.276	-0.165	0.075	0.322
O	11.626	4.984	33.771	0.454	-0.408	-0.26
O	8.234	17.726	32.553	0.451	0.234	0.243
O	11.113	15.211	29.75	0.012	0.094	-0.319
O	9.72	10.414	26.937	0.151	-0.023	0.132
O	8.691	2.71	26.263	0.15	-0.079	-0.04
O	11.059	8.251	1.388	0.049	0.38	0.611
O	-0.335	14.992	32.52	0.174	0.391	-0.488
O	11.019	2.026	25.509	-0.23	-0.284	0.239
O	1.493	13.455	33.331	-0.158	-0.023	0.049
O	-0.988	9.637	24.736	0.044	-0.056	0.252
O	10.381	7.188	33.123	-0.561	-0.167	-0.015
O	-1.304	10.181	32.365	-0.504	-0.33	-0.009
O	1.44	7.091	24.564	-0.181	0.366	0.327
O	7.029	17.108	27.331	-0.444	0.015	0.045
O	3.415	8.462	30.382	-0.127	0.02	0.441
O	4.231	7.219	28.166	0.191	0.238	0.055
O	-0.356	7.154	31.569	0.084	-0.149	-0.102
O	6.17	6.734	26.435	0.01	-0.599	0.077
O	-2.346	16.224	33.433	-0.441	0.072	0.46
O	9.034	15.568	31.333	-0.056	0.046	-0.005
O	-2.772	11.668	30.772	-0.247	-0.358	-0.521
O	4.565	10.422	29.168	-0.073	0.13	-0.525
O	1.889	10.082	28.953	0.19	0.4	-0.176
O	2.217	6.313	29.634	-0.367	0.091	0.57
O	9.765	9.643	33.577	0.272	0.327	-0.276
O	4.379	13.347	28.018	-0.209	-0.117	0.25
O	1.76	7.092	33.163	0.135	-0.225	-0.21
O	3.981	15.273	26.293	-0.063	0.389	0.376
O	-1.176	17.491	28.232	0.229	0.13	0.561
O	6.175	11.815	30.668	-0.581	0.424	-0.161
O	9.294	8.068	28.849	-0.104	-0.14	-0.08
O	9.202	13.414	29.839	-0.251	-0.294	-0.224
O	1.315	6.388	27.13	-0.409	0.693	-0.004
O	8.667	11.363	31.413	0.087	-0.526	0.332
O	4.535	17.26	24.728	-0.316	0.105	-0.222
O	-1.567	15.426	26.711	0.568	-0.147	-0.228
O	3.397	9.167	33.359	0.571	0.189	0.016

Results
total energy: -102094.325 eV
total energy less fixed offsets of O -438.35, Si -107.03 eV per atom: -2.775 eV
